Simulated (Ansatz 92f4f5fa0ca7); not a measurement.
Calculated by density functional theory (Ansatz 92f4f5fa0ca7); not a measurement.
Periodic cell of 180 atoms, Si99O81, from a study of silicon, its oxide and their interface. The atomic structure is a simulated model.

Settings: functional PBE; potential files Ansatz PAW; basis plane waves; wave-function cutoff 700 eV; density cutoff ratio 5; exchange-correlation grid ratio 2; k mesh 2 x 2 x 1, shifted by 0.5 0.5 0.5 of a step; self-consistency stop 5e-08 eV per atom in the density residual; occupations Fermi-Dirac, 0.05 eV; spin none; net charge 0.

Cell vectors (angstrom)
a	11.5983	0	0
b	0	11.5983	0
c	-1.7888	2.062	23.029

Atoms: element, x, y, z (angstrom)
Si	5.1654	-0.0111	1.5556
Si	4.993	3.8132	1.6091
Si	4.4965	7.8	-0.7597
Si	7.2986	-0.747	0.5489
Si	8.1516	4.3194	1.4573
Si	7.5575	8.5635	-0.3207
Si	1.4246	7.4357	17.0666
Si	0.4737	7.3424	0.7062
Si	-0.4658	12.1596	-0.0602
Si	8.1837	0.6996	-1.1098
Si	8.9511	7.3211	1.2027
Si	9.187	10.7966	1.9789
Si	1.7079	1.925	1.7491
Si	1.7221	6.0043	2.2241
Si	1.7292	9.5912	2.312
Si	3.9587	1.8701	0.6261
Si	4.0341	5.9917	1.6104
Si	3.9757	9.5518	1.6407
Si	8.9665	3.3046	3.4395
Si	9.0774	8.5792	3.1483
Si	9.0529	12.4709	3.5975
Si	1.3614	3.8729	3.2564
Si	1.4337	7.7677	3.7382
Si	1.4073	11.7305	3.3286
Si	5.0965	3.2073	3.8462
Si	4.9253	7.7635	3.1424
Si	5.218	12.3967	3.7665
Si	7.1391	3.7996	4.8846
Si	7.0718	7.9642	4.4318
Si	7.1919	11.9342	4.9274
Si	-0.6204	4.0666	4.5826
Si	-0.7276	7.9412	4.6047
Si	-0.5597	11.87	4.6945
Si	3.1415	3.8544	4.9802
Si	3.3532	7.6748	4.9859
Si	3.2311	11.7734	4.914
Si	7.1052	2.0642	6.5246
Si	7.197	5.9053	5.964
Si	7.0676	9.8569	5.9647
Si	-0.4483	2.204	5.9975
Si	-0.6218	6.0765	6.0757
Si	-0.7898	9.8367	5.9214
Si	3.1957	2.0399	6.4955
Si	3.3248	5.7763	6.4129
Si	3.1477	9.724	6.1128
Si	9.304	2.1131	7.4474
Si	9.0585	5.9717	7.5018
Si	8.9782	9.8557	7.4177
Si	1.1872	2.1459	7.6853
Si	1.3087	6.0676	7.7144
Si	1.0581	9.8447	7.2817
Si	5.1524	2.0084	7.952
Si	5.4349	5.6926	7.5828
Si	5.1263	9.7359	7.3207
Si	9.7178	4.0032	8.7694
Si	8.1728	7.9353	8.6156
Si	1.2008	3.9634	11.2927
Si	-3.2573	0.7725	10.5872
Si	4.8564	2.8566	16.6756
Si	4.7164	9.6512	14.4309
Si	2.6517	-0.753	9.7461
Si	5.8909	3.9303	9.2836
Si	6.6185	8.6252	11.0293
Si	4.2494	4.6873	12.0062
Si	5.8192	7.8061	8.4576
Si	4.8899	11.4172	8.8987
Si	9.6775	0.1506	8.7329
Si	8.1059	3.3348	10.4101
Si	6.3316	11.059	10.7444
Si	0.6468	0.0875	8.6821
Si	0.642	4.0913	8.9651
Si	-1.9667	11.1333	12.1658
Si	-0.6979	3.0835	20.4986
Si	-1.0558	5.7378	12.764
Si	3.8057	11.3711	12.4306
Si	0.4034	1.1763	15.7779
Si	4.6294	7.3513	19.8436
Si	4.9996	1.5873	19.4822
Si	-0.5278	8.3849	11.6485
Si	1.3128	8.2553	8.9942
Si	-1.1796	2.9228	17.4759
Si	6.2192	4.2075	14.2261
Si	-2.6919	10.0194	18.6034
Si	-0.2424	13.4971	12.9309
Si	-1.4351	5.9956	17.336
Si	11.7886	7.8053	14.4164
Si	-1.0369	8.5125	20.851
Si	5.9588	10.26	19.6917
Si	5.4693	7.0106	13.4797
Si	7.7114	10.3816	14.6706
Si	-2.2198	5.7837	20.3787
Si	8.9248	3.9663	12.6154
Si	3.4674	5.2728	18.1123
Si	1.8727	8.5351	19.7835
Si	9.2329	8.263	15.9745
Si	3.2753	11.9812	15.3138
Si	9.3086	0.5035	16.6239
Si	2.4496	3.3493	20.4405
Si	6.5509	5.6511	21.6294
O	-1.8386	12.6437	-0.8174
O	-1.1341	7.012	0.6137
O	6.1212	7.8128	-0.6098
O	3.9048	9.1189	-0.0043
O	8.2365	5.9296	1.7147
O	10.5786	11.0419	1.0147
O	0.3279	13.3445	0.7487
O	6.6054	3.9055	1.1612
O	0.7284	8.9229	1.1208
O	7.4917	2.1858	-1.3326
O	8.0622	8.1446	10.3079
O	0.1485	5.0356	11.8999
O	3.9453	9.8348	13.0035
O	0.2154	8.1222	10.2232
O	4.3539	6.2463	12.5333
O	7.713	3.8268	13.7263
O	2.6349	11.3931	11.3105
O	8.0097	-0.103	-2.5283
O	4.7115	6.2309	18.6297
O	4.0088	6.4279	-0.0201
O	4.0269	7.8044	-2.3547
O	3.5497	2.152	20.0602
O	7.1573	6.0516	23.091
O	4.2836	1.8109	-1.0455
O	8.2832	8.4594	-1.8147
O	3.6296	6.5779	-4.9048
O	5.4531	2.2916	18.0798
O	4.8477	8.039	14.6194
O	-1.6204	14.3497	12.9639
O	-0.7007	9.2541	22.2391
O	-2.132	6.0583	18.7864
O	7.2906	10.1059	18.7673
O	5.4206	7.9381	10.0917
O	6.4699	7.8844	12.5082
O	5.1227	8.8635	19.4497
O	5.9807	3.3981	15.625
O	2.5774	9.1417	9.694
O	0.7716	2.4506	11.7792
O	6.1915	5.8449	14.3775
O	-1.4899	7.0956	11.9519
O	-3.7799	5.4319	20.6329
O	5.0061	-0.0495	19.2781
O	0.2398	2.2179	17.0345
O	11.2688	6.249	14.1783
O	-1.1294	4.6421	20.8269
O	5.0591	3.7918	13.1329
O	-1.1434	4.4527	16.9529
O	1.7179	4.8127	-5.6484
O	2.732	4.5701	19.3898
O	9.3041	8.9749	17.4305
O	0.5246	8.4631	12.9465
O	-1.3879	9.7522	11.5181
O	1.4439	7.8932	15.4858
O	3.3418	0.6896	13.7049
O	3.9017	10.4782	15.6006
O	8.0296	11.4585	15.8636
O	-1.4209	2.7599	19.0706
O	-0.897	0.1718	15.8117
O	5.2658	11.8217	11.8478
O	2.6849	4.2618	11.8852
O	0.536	11.6825	-1.2992
O	-0.6349	11.9521	12.6448
O	4.0319	1.6149	16.0393
O	5.5445	6.8151	21.0773
O	7.9478	8.8409	15.1706
O	10.5548	8.6386	15.1013
O	3.9251	4.1404	17.0409
O	4.8789	4.4318	10.5324
O	3.0241	7.4353	20.193
O	8.6321	10.7775	13.4079
O	-1.8712	7.155	21.1772
O	2.4445	6.2002	17.2678
O	9.4189	-0.098	18.1431
O	1.7672	11.9127	15.9233
O	9.1361	6.6558	16.2436
O	0.3647	8.0485	20.1591
O	0.4762	2.0166	14.3873
O	0.8982	2.8464	20.2435
O	-1.924	9.5375	19.9432
O	9.1825	2.1309	16.7361
O	6.1395	10.4477	14.3303

Results
free energy: -109010.374 eV
free energy less fixed offsets of O -569.03, Si -635.61 eV per atom: 6.446 eV
pressure: -1.05 GPa
stress xx, yy, zz, yz, xz, xy (GPa, positive in tension): 1.51, 1.4, 0.23, 0, -0.08, -0.02

Forces (eV/angstrom), in the order of the atoms: element, x, y, z
Si	0.2403	-0.0583	0.1315
Si	0.3686	0.0503	0.1963
Si	-0.0674	0.0601	-0.4571
Si	-0.1146	-0.0667	-0.1269
Si	0.1987	-0.1169	0.0384
Si	-0.0669	-0.0304	-0.6077
Si	0.0746	-0.0459	0.1202
Si	0.069	-0.2405	-0.1437
Si	-0.4163	-0.0757	-0.4217
Si	-0.2093	0.0135	-0.2065
Si	0.106	0.2808	0.3016
Si	0.0895	0.211	0.0147
Si	-1.0106	-0.2023	0.0848
Si	-0.0845	-0.0604	0.0247
Si	-0.2626	-0.4078	0.1701
Si	0.7216	-0.0666	-0.9331
Si	-0.218	0.0859	-0.217
Si	0.3106	-0.0779	-0.3202
Si	0.0495	-0.0913	0.0777
Si	0.031	-0.0506	-0.0229
Si	0.106	0.2004	-0.0699
Si	0.2585	0.3553	0.0408
Si	0.0441	-0.1785	0.2231
Si	0.0705	-0.0045	0.088
Si	-0.023	-0.0857	-0.0187
Si	-0.0341	0.0806	-0.0149
Si	-0.0735	0.0915	0.0268
Si	-0.0569	-0.031	0.1891
Si	0.0103	0.1039	0.123
Si	-0.1691	-0.0418	0.0835
Si	-0.0709	-0.1192	0.0821
Si	-0.0389	-0.0168	-0.047
Si	0.0957	0.0941	0.0043
Si	-0.164	0.0255	-0.0881
Si	0.1217	0.228	-0.0159
Si	-0.0205	-0.0687	0.0753
Si	0.2864	0.0825	0.0318
Si	0.0311	0.0375	-0.295
Si	-0.1974	-0.0282	-0.0636
Si	-0.0671	-0.1287	0.1332
Si	-0.0198	-0.0185	0.0911
Si	0.0795	-0.0321	-0.0172
Si	-0.0655	-0.0361	-0.1218
Si	0.0233	-0.1834	-0.0077
Si	0.1409	0.1098	-0.0303
Si	0.0486	-0.2163	-0.273
Si	0.0608	-0.212	0.0534
Si	-0.1124	-0.0486	0.0352
Si	-0.197	0.0719	-0.0026
Si	-0.0986	-0.0052	0.0128
Si	-0.0908	0.0915	-0.2207
Si	0.2017	-0.0705	-0.1689
Si	0.0387	-0.0768	-0.2714
Si	0.2019	0.1025	-0.1966
Si	0.1256	0.1083	0.0445
Si	0.3637	0.1263	0.2157
Si	-0.1856	-0.1761	-0.4573
Si	0.1202	-0.053	0.1372
Si	-0.1529	0.0247	0.1512
Si	-0.0886	0.0207	0.3894
Si	-0.2824	-0.1439	0.1239
Si	-0.4957	0.0319	0.4408
Si	-0.0773	-0.619	0.0658
Si	-0.0353	0.0513	0.4244
Si	-0.492	0.0216	0.0322
Si	-0.043	-0.0639	-0.0694
Si	0.2125	0.115	-0.311
Si	0.1184	-0.3372	-0.073
Si	-0.6148	0.464	0.2272
Si	-0.0409	0.0126	0.1156
Si	-0.1532	-0.0525	-0.0203
Si	-0.2512	0.5663	0.0015
Si	-0.0575	0.1842	-0.4441
Si	0.2188	-0.0404	0.1387
Si	-0.0404	-0.1016	0.4327
Si	0.0497	-0.2081	0.3294
Si	-0.014	-0.0473	-0.3624
Si	0.146	-0.022	-0.1534
Si	0.3934	0.0341	0.2702
Si	-0.0219	0.3466	0.0583
Si	0.0139	-0.0159	-0.028
Si	-0.118	0.0331	0.2921
Si	-0.0322	0.0364	-0.0503
Si	0.2027	-0.039	0.1754
Si	0.0294	-0.0595	0.1603
Si	-0.0127	0.0845	0.4071
Si	-0.0695	-0.1263	-0.267
Si	-0.0685	0.029	-0.3016
Si	-0.279	0.0254	0.4167
Si	-0.1192	0.0096	0.348
Si	0.1335	0.0818	-0.2014
Si	-0.3604	-0.0379	0.3901
Si	0.0605	0.0999	-0.1577
Si	-0.0714	-0.1892	-0.3428
Si	0.0187	0.0905	0.2695
Si	0.0351	-0.0877	0.3118
Si	0.0733	-0.0139	0.1431
Si	0.016	-0.1511	-0.5258
Si	-0.0105	-0.1049	-0.3693
O	0.2563	0.0281	0.1719
O	-0.1222	0.0974	-0.0183
O	-0.1561	-0.0449	0.1492
O	0.0562	-0.0847	0.3394
O	-0.1081	-0.0223	-0.0878
O	-0.0527	-0.2742	0.2624
O	0.4857	0.1353	0.2928
O	-0.4263	-0.1359	-0.129
O	0.1161	0.2254	-0.0438
O	0.0069	-0.0974	0.2149
O	-0.1208	0.2106	-0.0703
O	-0.0281	0.1998	0.2008
O	0.016	0.1464	-0.2706
O	0.0133	-0.1207	-0.1208
O	0.0464	-0.0169	-0.138
O	0.3997	-0.0506	-0.3284
O	0.1515	-0.1117	-0.0571
O	0.0095	0.015	0.2579
O	-0.0093	0.0343	0.1021
O	0.1231	0.198	0.2389
O	0.0976	0.1085	0.4364
O	-0.1251	0.0615	0.1923
O	0.0248	0.0084	0.0616
O	-0.1566	0.0914	0.7616
O	0.0741	0.0063	0.346
O	-0.0515	0.0108	0.1154
O	0.0221	0.0087	0.0258
O	0.0885	-0.0746	-0.2587
O	-0.2989	0.0759	-0.0592
O	0.1111	0.25	-0.0388
O	-0.0173	-0.02	0.0583
O	-0.0284	-0.0057	0.0936
O	0.392	0.2515	-0.003
O	0.2295	0.1748	-0.1663
O	0.0352	0.0263	0.1272
O	0.0565	0.0729	-0.1942
O	-0.0313	0.0634	-0.0659
O	-0.0694	0.0163	0.0483
O	0.0701	0.0034	-0.1717
O	-0.2245	0.0936	-0.0696
O	-0.1005	0.0216	0.0899
O	0.0099	-0.0574	0.0858
O	-0.0507	0.0249	-0.0749
O	-0.0884	-0.0632	-0.2168
O	0.004	-0.0596	0.1567
O	-0.0536	-0.0183	-0.2308
O	0.0025	-0.0408	-0.0529
O	-0.0701	-0.0039	-0.0034
O	-0.0186	-0.1128	0.2259
O	-0.0068	-0.0459	-0.0899
O	-0.1699	0.0248	-0.2454
O	-0.0593	-0.0919	-0.0268
O	-0.1513	-0.0132	-0.2756
O	0.0039	0.0513	-0.2524
O	0.0672	-0.0036	-0.2055
O	-0.0166	-0.0872	-0.1773
O	0.0427	-0.0236	0.2393
O	0.0173	0.0483	-0.0975
O	0.3932	-0.0708	-0.0669
O	0.1994	0.0823	0.0459
O	-0.0379	-0.0437	0.4149
O	0.1733	-0.1383	0.0437
O	0.0021	0.032	-0.0828
O	0.055	0.0253	0.1803
O	0.0856	0.0203	-0.1205
O	0.0332	-0.0175	-0.1787
O	0.0152	-0.0107	0.0119
O	0.445	-0.0744	-0.5053
O	0.0001	0.0476	0.1703
O	0.0661	-0.1615	-0.1559
O	-0.0172	-0.0019	0.0604
O	-0.0381	-0.023	-0.0233
O	-0.0055	-0.0508	-0.0458
O	-0.0944	0.0638	-0.1326
O	0.0164	0.0179	-0.1053
O	0.0335	0.0799	0.1233
O	-0.0941	0.1001	-0.2777
O	0.0287	-0.0165	0.1774
O	0.1028	-0.0329	0.1408
O	0.074	-0.026	-0.0016
O	0.0735	0.0042	-0.1767

The program warned: the cutoff lies below the one the program advises for these potential files.
